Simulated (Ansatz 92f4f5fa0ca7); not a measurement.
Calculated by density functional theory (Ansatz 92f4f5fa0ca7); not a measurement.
Periodic cell of 239 atoms, Si134O105, from a study of silicon, its oxide and their interface. The atomic structure is a simulated model.

Settings
functional: PBE
potential files: Ansatz PAW
basis: plane waves
wave-function cutoff: 700 eV
density cutoff ratio: 5
exchange-correlation grid ratio: 2
k mesh: 2 x 2 x 1, shifted by 0.5 0.5 0.5 of a step
self-consistency stop: 5e-08 eV per atom in the density residual
occupations: Fermi-Dirac, 0.05 eV
spin: none
net charge: 0

Cell vectors (angstrom)
a	11.5983	0	0
b	0	15.4644	0
c	-1.1207	-4.5435	24.1153

Atoms: element, x, y, z (angstrom)
Si	0.9228	-1.6275	-0.323
Si	0.8925	1.5365	1.4083
Si	-0.1894	5.4835	0.3425
Si	3.5237	12.2559	-0.8742
Si	5.0533	-0.051	2.3184
Si	3.0472	2.162	2.2056
Si	6.7558	10.0918	-3.0519
Si	3.1173	7.0707	-1.7868
Si	10.2971	-1.5217	2.647
Si	9.7762	2.8813	-0.077
Si	7.172	4.5631	-0.7119
Si	12.0468	11.0678	0.3565
Si	2.9605	-1.1563	2.965
Si	3.3749	4.5854	2.1546
Si	1.848	8.5124	2.2408
Si	2.4039	10.8725	1.6933
Si	7.3341	-2.0488	1.3034
Si	5.7953	4.8549	2.0692
Si	6.1979	7.547	-1.7724
Si	7.2557	6.8353	2.0956
Si	0.9025	-0.7936	1.8132
Si	10.4728	2.1965	2.6062
Si	9.5462	6.2148	2.6776
Si	11.1835	9.8558	2.694
Si	2.6666	0.7969	4.2525
Si	2.628	5.0577	4.3262
Si	2.6666	7.5185	4.2129
Si	2.764	12.1083	3.7435
Si	6.1576	1.0702	4.1678
Si	6.2594	3.5634	4.07
Si	6.6435	8.7046	3.6509
Si	6.6982	11.2943	3.6715
Si	10.1625	0.3636	4.07
Si	10.1277	4.2182	3.8675
Si	10.2497	8.0926	3.8902
Si	10.5843	11.9412	3.8867
Si	0.5992	0.5082	5.3753
Si	0.4697	4.4227	5.2848
Si	0.6382	8.2118	5.1695
Si	0.8937	12.2259	5.2465
Si	4.4708	0.6071	5.7369
Si	4.5134	4.2544	5.5695
Si	4.8076	8.0575	5.1241
Si	4.7634	11.9392	4.9817
Si	8.1563	0.3971	5.3377
Si	8.2602	4.0769	5.3657
Si	8.3562	8.2165	5.2561
Si	8.5358	11.8799	5.1095
Si	0.8685	-1.396	6.8378
Si	0.3634	2.4533	6.6843
Si	0.6099	6.3994	6.5972
Si	0.7751	10.1978	6.4422
Si	4.6642	-1.6625	6.6053
Si	4.3011	2.5051	7.1853
Si	4.8268	6.2357	6.7978
Si	4.6752	10.0307	6.3942
Si	8.4473	-1.647	6.5454
Si	8.1553	2.2066	6.8811
Si	8.2939	6.195	6.6196
Si	8.5682	10.0963	6.6057
Si	2.9142	-1.5565	8.2464
Si	2.1491	2.7955	8.1326
Si	2.6585	6.5848	7.7776
Si	2.7393	10.0561	7.728
Si	6.564	-1.6898	8.0091
Si	6.3005	2.3667	8.4898
Si	6.6896	6.0722	8.3747
Si	6.5693	9.967	7.828
Si	10.3887	-1.3723	8.0065
Si	10.1044	1.8551	8.1381
Si	10.2915	6.5095	7.8897
Si	10.4927	10.3766	7.9032
Si	1.9165	1.6656	11.1073
Si	2.2996	4.6352	11.9544
Si	2.7023	8.3321	9.2973
Si	2.7816	11.7824	9.2563
Si	3.9975	-0.466	10.2264
Si	7.2119	4.1684	9.9516
Si	6.6055	8.1786	9.4215
Si	4.7005	11.1356	10.5931
Si	9.6364	3.3287	9.9699
Si	11.4945	6.5545	11.5278
Si	10.4151	8.4457	9.2039
Si	10.4397	12.1553	9.5297
Si	-0.8719	1.2589	12.1445
Si	-0.5173	5.1846	9.6436
Si	0.7305	8.6864	10.5805
Si	0.8794	11.3457	10.588
Si	6.1779	0.2007	9.4185
Si	1.7965	4.8787	9.0374
Si	4.6477	8.6722	10.6348
Si	6.6059	11.7505	9.3105
Si	8.0081	0.2431	12.0321
Si	6.7449	4.9791	12.3086
Si	8.5683	8.7627	10.6561
Si	8.4837	11.2394	10.6956
Si	9.8628	-2.1946	18.7888
Si	-2.3747	2.251	21.9798
Si	6.8507	-1.7472	15.7731
Si	6.7356	2.1868	13.8648
Si	1.7835	0.7321	17.1022
Si	-0.283	-2.1807	14.3247
Si	4.0656	13.5582	12.1256
Si	8.5471	-3.5509	13.7544
Si	11.0835	0.8358	15.1639
Si	7.9869	5.2922	19.5329
Si	10.9375	8.8869	17.4625
Si	8.2424	1.0621	16.3561
Si	7.1348	11.8931	18.0465
Si	4.7631	6.2758	12.8632
Si	1.8675	-2.9341	12.454
Si	4.603	7.0591	15.9935
Si	5.5257	14.9315	13.5125
Si	1.1466	-1.9585	18.0815
Si	6.6283	2.2427	23.8562
Si	9.9377	9.2604	14.5703
Si	8.2846	0.5648	19.3755
Si	12.8477	2.2504	19.5614
Si	1.4108	10.7171	18.5493
Si	10.6613	4.2427	20.2175
Si	5.526	0.7866	20.5495
Si	1.0394	10.7026	14.6251
Si	2.051	8.6583	16.8003
Si	12.0729	-2.948	20.5766
Si	8.5667	8.2016	19.1066
Si	6.4367	9.9867	20.0673
Si	12.4736	5.4923	22.0029
Si	5.4332	4.8826	18.1738
Si	3.8896	2.1864	18.4251
Si	0.7863	1.6967	25.1937
Si	6.4102	9.0407	17.4783
Si	5.398	8.4163	22.4639
Si	10.859	-3.3315	23.213
Si	-2.332	7.0918	12.4028
O	10.9761	3.8984	0.4238
O	3.5807	11.4384	0.5562
O	6.1941	-0.8567	1.4339
O	3.8238	8.3974	22.8662
O	2.4311	13.4751	-0.8504
O	8.832	-1.5513	1.7618
O	9.3337	2.1361	1.3237
O	10.2914	6.3293	1.1841
O	10.7744	10.3095	1.0977
O	-3.6346	2.6793	22.9211
O	6.8639	-3.3513	2.2001
O	8.4942	3.5861	-0.7863
O	1.7169	1.9935	9.5276
O	10.2808	0.2208	8.608
O	9.6339	0.0208	11.9916
O	3.232	0.7079	11.1833
O	2.7763	4.8945	10.4082
O	7.4457	0.2104	10.5205
O	0.5873	0.8317	11.5585
O	10.1873	2.6022	11.3903
O	10.1398	8.3137	18.7492
O	-1.405	1.2912	22.86
O	12.9387	1.6862	21.0866
O	3.082	11.2474	-2.0958
O	7.3995	-2.4555	-0.2841
O	4.3171	1.2205	1.482
O	4.3843	0.9285	19.3721
O	7.0675	5.0225	18.2085
O	2.5649	6.4903	-0.4052
O	4.7189	6.8708	-1.7058
O	5.7521	9.73	21.5236
O	1.2031	11.0859	20.1399
O	11.4629	5.5505	23.2684
O	2.8134	8.6405	-2.036
O	10.49	1.8711	-1.162
O	6.2354	4.1531	0.5721
O	5.6032	9.1361	18.9198
O	6.8623	11.6161	-2.5112
O	-0.6507	1.5689	13.7295
O	7.8914	-0.5067	16.0351
O	5.9855	9.1754	-1.9451
O	8.1422	5.8822	12.6278
O	0.9594	5.5083	12.3596
O	2.062	3.0045	12.0566
O	7.0818	-0.8033	12.9067
O	4.4941	7.6304	11.9693
O	8.718	12.2951	18.1602
O	4.8531	12.0625	11.9807
O	-1.6919	-2.6751	13.7251
O	7.8548	1.6862	12.7807
O	5.4467	1.1426	13.6774
O	6.4899	3.7499	13.4466
O	0.3467	-3.3919	15.2505
O	7.52	-2.9062	14.8418
O	8.0427	11.8435	12.2037
O	12.0457	-2.7509	22.1947
O	12.5	1.2807	15.8504
O	11.6109	3.2633	19.3485
O	12.5977	1.0425	18.5074
O	7.3134	2.0399	15.4122
O	7.717	8.0939	17.7131
O	3.2391	1.481	17.0869
O	-0.5218	-0.789	15.1061
O	1.8863	-3.3879	17.7747
O	0.7714	-1.8905	13.1106
O	1.9196	9.8214	15.6596
O	9.4783	7.8739	13.847
O	9.9615	9.0401	16.1815
O	5.5079	14.2743	15.026
O	1.9143	-0.8937	17.1206
O	6.3582	4.491	-2.1743
O	3.5578	5.1566	12.8399
O	4.9017	5.7497	16.9154
O	4.8471	6.7219	14.4392
O	-0.4768	-1.9673	17.7559
O	9.2341	-0.7362	19.1574
O	3.0748	7.511	16.3434
O	8.0615	1.3646	17.9554
O	6.9279	10.5504	17.1223
O	-0.0577	10.3331	17.9172
O	9.8259	1.3189	16.0722
O	-0.1734	9.7456	14.0482
O	-2.7146	1.5303	20.54
O	2.4331	9.4735	18.2038
O	5.5231	8.3711	16.3221
O	0.6023	7.923	17.0548
O	10.7234	-4.9639	22.8962
O	1.2509	-1.7549	19.7321
O	7.1191	4.8685	20.8576
O	8.3529	6.8278	19.9057
O	8.8339	10.391	14.2384
O	2.6717	2.9869	19.1891
O	5.7784	2.3606	20.973
O	6.814	0.0723	19.8627
O	5.001	3.306	18.015
O	2.083	-4.2403	13.4825
O	10.4919	-2.9294	20.1065
O	4.8752	5.5067	19.5993
O	11.5588	5.5505	20.6373
O	10.1029	3.5693	21.5906
O	6.4984	11.5614	19.5457
O	6.4039	-2.3602	17.2288
O	11.5597	12.487	-0.3497
O	8.0003	9.4361	20.0284
O	9.3895	4.5395	19.259

Results
free energy: -144906.275 eV
free energy less fixed offsets of O -569.03, Si -635.61 eV per atom: 13.615 eV
pressure: -1.03 GPa
stress xx, yy, zz, yz, xz, xy (GPa, positive in tension): 1.16, 1.72, 0.2, -0.01, 0.04, 0.27

Forces (eV/angstrom), in the order of the atoms: element, x, y, z
Si	-0.1085	0.3918	0.1644
Si	0.0055	-0.2111	0.0584
Si	-0.1926	-0.2288	-0.2057
Si	0.0956	0.1965	-0.4069
Si	-0.1395	0.1217	-0.331
Si	0.296	-0.6659	-0.2654
Si	-0.1505	0.116	0.0438
Si	0.0558	0.0133	-0.196
Si	-0.483	0.0139	0.0097
Si	-0.0985	-0.2685	-0.212
Si	0.0486	0.1449	-0.0819
Si	-0.5004	-0.2719	-0.3057
Si	0.0992	0.0326	-0.067
Si	-0.14	0.1433	0.1589
Si	0.07	0.387	-0.0723
Si	0.5266	-0.0142	-0.5386
Si	0.0993	-0.0241	-0.1328
Si	0.1256	-0.3694	-0.6217
Si	-0.2495	0.4246	-0.3505
Si	0.2686	0.2949	0.2598
Si	0.008	0.0261	-0.0799
Si	-0.0857	-0.2169	-0.4194
Si	0.0392	0.2	0.0431
Si	-0.1195	-0.0116	-0.5529
Si	-0.1251	-0.0417	0.1106
Si	-0.0894	-0.0186	0.0618
Si	0.2071	-0.0547	0.0878
Si	-0.0873	0.204	0.266
Si	0.0778	0.0508	-0.0186
Si	0.1237	-0.2548	0.3207
Si	-0.0652	-0.3324	0.287
Si	0.225	0.5343	-0.3869
Si	0.0662	0.0003	0.1441
Si	0.1227	-0.0368	0.24
Si	0.004	-0.078	0.0009
Si	0.193	-0.0203	0.0635
Si	-0.0564	0.1363	0.0446
Si	0.0881	0.0864	-0.1592
Si	-0.0326	-0.2254	0.3627
Si	0.1627	-0.0705	0.1092
Si	0.0088	0.0504	0.3265
Si	-0.108	-0.04	0.039
Si	-0.0805	0.0304	0.0821
Si	-0.1397	-0.2482	0.2349
Si	0.0004	0.1151	-0.0638
Si	-0.0646	0.1355	0.1333
Si	0.0639	-0.0957	0.0873
Si	-0.0016	-0.1759	-0.0091
Si	0.252	-0.0566	-0.1682
Si	-0.0141	-0.062	-0.1384
Si	-0.2919	0.3493	-0.1813
Si	-0.0501	0.1215	0.2564
Si	0.0226	0.2645	-0.1204
Si	0.1815	-0.1844	-0.0561
Si	0.0476	-0.0199	0.0613
Si	0.1329	-0.0129	0.1857
Si	-0.2339	0.1067	0.0981
Si	-0.1983	0.0727	-0.0715
Si	0.1469	-0.156	-0.1262
Si	-0.1933	0.0294	0.104
Si	-0.1597	-0.0056	-0.1129
Si	-0.0839	-0.0223	0.1022
Si	-0.0558	-0.2459	-0.2147
Si	0.1124	0.0496	-0.1425
Si	0.076	-0.2116	-0.0209
Si	0.147	0.3755	-0.2381
Si	-0.0454	-0.0407	-0.151
Si	-0.0071	-0.1089	-0.0957
Si	-0.0652	0.4453	0.0952
Si	0.0124	-0.3189	-0.1597
Si	0.1134	-0.0417	0.081
Si	0.0144	0.0003	-0.0896
Si	-0.1574	0.2189	-0.1001
Si	0.0199	-0.055	-0.2785
Si	-0.0964	0.1371	-0.0436
Si	0.0457	-0.1701	0.0444
Si	-0.1541	0.1082	-0.0158
Si	0.0832	-0.2763	-0.3295
Si	0.3159	0.284	-0.1234
Si	0.1752	0.284	-0.198
Si	0.4506	0.136	0.5542
Si	0.1095	-0.2635	0.3633
Si	-0.1149	0.4301	-0.324
Si	-0.0102	-0.3035	-0.0169
Si	-0.1315	-0.0052	0.2591
Si	0.0246	-0.06	-0.3169
Si	-0.0807	0.0356	-0.1094
Si	-0.0275	-0.0589	0.023
Si	0.261	-0.1937	0.0949
Si	0.3627	0.0542	0.043
Si	-0.2315	-0.6562	0.2353
Si	-0.1153	0.039	0.0277
Si	0.0081	-0.1488	0.2479
Si	0.0563	0.0595	0.2858
Si	0.1405	-0.2472	0.2317
Si	-0.284	0.1419	0.3011
Si	0.0146	0.055	-0.0146
Si	-0.0581	0.2441	-0.5159
Si	0.1106	0.1179	0.2872
Si	0.1901	-0.3306	0.2982
Si	-0.1159	0.1198	0.043
Si	0.0044	0.123	0.3436
Si	-0.0908	-0.4321	-0.293
Si	-0.0009	0.0429	0.117
Si	-0.0052	0.0317	0.3482
Si	0.0909	0.0699	-0.0398
Si	0.014	-0.0561	0.156
Si	0.1958	-0.0699	0.1522
Si	0.0075	-0.0166	0.0792
Si	0.238	-0.0857	0.2173
Si	-0.2579	-0.2838	0.0212
Si	-0.0746	0.1385	0.3853
Si	0.4508	0.3273	0.3492
Si	-0.0198	0.0613	-0.1226
Si	0.037	0.1274	-0.4215
Si	0.0747	-0.0772	0.1137
Si	-0.0449	-0.1252	-0.2566
Si	-0.0395	0.0792	-0.1932
Si	0.0417	-0.0431	0.0254
Si	0.0622	0.0503	-0.2672
Si	0.056	0.2756	-0.2833
Si	-0.0116	0.0648	0.277
Si	-0.0982	-0.0002	0.3066
Si	-0.0149	-0.0843	0.0051
Si	0.0533	-0.0495	0.0755
Si	-0.0185	-0.0076	0.124
Si	0.0389	0.0934	-0.416
Si	0.011	0.0382	0.2609
Si	-0.1235	0.1009	0.0058
Si	0.3309	0.06	-0.3314
Si	0.0436	0.0261	0.0821
Si	-0.0419	-0.1297	-0.2465
Si	0.3494	-0.2723	0.0703
Si	-0.0007	0.7136	-0.0364
O	-0.0215	0.391	-0.0704
O	-0.3409	-0.1276	0.4364
O	0.1728	-0.1099	0.0639
O	-0.1018	-0.0104	0.1104
O	0.0174	-0.1174	0.0084
O	0.46	-0.018	0.1503
O	0.2194	0.0888	0.2234
O	-0.2771	-0.0793	0.0604
O	0.1984	0.0357	0.2161
O	-0.0144	-0.0121	0.1735
O	-0.0906	-0.275	0.3648
O	0.1629	-0.2133	-0.038
O	0.0821	-0.366	0.1032
O	-0.0649	0.1337	-0.2243
O	0.0178	-0.0704	-0.1044
O	0.1399	-0.0672	-0.0688
O	-0.3275	0.0732	0.1377
O	-0.1647	0.0731	-0.2762
O	0.0446	-0.0889	-0.1031
O	-0.3063	0.0857	-0.2258
O	-0.0188	0.0345	-0.0705
O	0.0904	-0.1383	0.2411
O	0.0461	-0.0035	0.1834
O	-0.0122	0.0297	0.1803
O	0.069	0.0525	0.3039
O	-0.413	0.5091	0.3309
O	0.1265	-0.0902	0.1433
O	-0.0328	-0.05	0.005
O	-0.0868	0.0715	0.0608
O	0.0885	-0.074	0.1766
O	0.0155	-0.0179	0.0431
O	-0.0517	0.0953	-0.0025
O	-0.1481	0.0961	0.2948
O	-0.07	-0.0099	0.0973
O	-0.2734	0.2071	0.1587
O	-0.4524	-0.1156	0.563
O	0.0907	0.0682	-0.0757
O	-0.0104	0.0985	0.095
O	-0.0245	0.0303	-0.2782
O	-0.0851	-0.0841	-0.1114
O	0.1364	-0.1452	-0.0744
O	-0.21	-0.2802	-0.1643
O	-0.0903	0.1058	-0.0431
O	-0.0098	0.0232	0.1091
O	-0.2113	-0.0098	-0.0808
O	0.054	0.2843	-0.1396
O	-0.0399	-0.0345	-0.0193
O	-0.1973	0.3156	0.3111
O	-0.032	0.0118	-0.1401
O	-0.0296	0.1563	-0.0809
O	-0.0277	-0.1106	-0.1249
O	0.0525	0.2877	-0.1855
O	-0.0027	-0.1133	-0.1435
O	0.0441	-0.0319	-0.1483
O	0.0645	-0.051	-0.2165
O	-0.2411	-0.0708	0.0912
O	0.0072	-0.058	-0.0938
O	-0.0184	-0.0222	0.1077
O	0.0735	0.0014	0.0318
O	-0.164	0.1121	-0.3351
O	-0.0436	0.0628	-0.0456
O	0.0214	-0.0506	-0.0204
O	0.0071	-0.1408	-0.1617
O	-0.0389	0.0305	0.0693
O	0.1462	0.0791	-0.0732
O	-0.0082	0.0442	-0.1364
O	0.064	-0.1068	0.0401
O	-0.0227	0.0418	-0.1714
O	-0.0602	0.071	-0.2525
O	0.0381	-0.0344	0.0401
O	0.0709	-0.2912	0.305
O	-0.1091	0.0057	0.0967
O	-0.0303	0.0864	-0.2106
O	0.0352	-0.0254	-0.2602
O	0.0886	-0.01	-0.0031
O	-0.0656	0.0678	0.0648
O	0.1063	-0.0941	-0.1337
O	-0.0252	-0.0042	0.0212
O	0.0264	-0.0349	-0.0475
O	0.0172	-0.0158	-0.0393
O	-0.041	-0.0274	-0.1272
O	0.0417	-0.0042	-0.0928
O	0.0197	0.0977	0.36
O	-0.1127	0.0215	-0.1229
O	-0.0722	-0.0988	-0.1516
O	0.0568	0.0671	-0.0498
O	0.098	0.1489	-0.1326
O	-0.0362	-0.0961	0.0269
O	0.0543	-0.0273	-0.074
O	-0.0543	-0.048	0.0138
O	-0.0924	-0.0289	-0.0308
O	0.0139	-0.097	0.0283
O	0.0054	-0.0451	0.1315
O	-0.1053	-0.0246	0.157
O	0.0144	-0.0289	-0.0327
O	0.0469	0.0842	-0.1558
O	0.0738	-0.018	0.0957
O	0.0675	-0.0532	-0.032
O	0.0507	-0.1057	0.2484
O	-0.1026	-0.0791	0.2133
O	0.0284	-0.0505	-0.0527
O	-0.0072	0.0246	-0.0633
O	0.19	-0.2719	0.0691
O	-0.0418	-0.0099	-0.038
O	0.0036	-0.0057	0.0699

The program warned: the cutoff lies below the one the program advises for these potential files.
